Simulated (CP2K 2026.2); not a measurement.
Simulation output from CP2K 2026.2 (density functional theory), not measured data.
Periodic cell of 504 atoms, Si360O144, from a study of silicon, its oxide and their interface. The atomic structure is a simulated model.
Doubt: the forces sum to 0.97 eV/angstrom along one axis rather than to zero, so they err by at least 0.0019 eV/angstrom per atom on average; the grid cutoff is modest.

Settings: functional PBE; method Gaussian and plane waves; basis set DZVP-MOLOPT-SR-GTH; pseudopotentials GTH-PBE; grid cutoff 300 Ry, relative cutoff 40 Ry; k points Gamma only; occupations fixed; spin none; net charge 0.

Cell vectors (angstrom)
a	16.32	0	0
b	0	16.32	0
c	-0.8218	5.8521	33.274

Atoms and the computed forces on them: element, x, y, z (angstrom), force x, y, z (eV/angstrom)
Si	1.102	-1.233	-0.045	0.27	-0.026	0.76
Si	3.914	1.69	0.021	0.108	-0.261	0.712
Si	1.715	3.957	0.047	-0.251	0.153	0.723
Si	4.046	6.765	0.578	-0.009	0.102	0.443
Si	1.758	-7.456	0.148	-0.031	0.224	0.638
Si	4.3	-4.431	0.114	-0.093	0.156	0.822
Si	7.006	-1.738	-0.048	-0.056	0.17	0.734
Si	9.555	1.453	0.003	0.077	-0.247	0.74
Si	6.275	4.544	0.103	0.269	-0.237	0.667
Si	9.496	6.572	0.022	-0.066	0.262	0.671
Si	6.574	9.779	0.094	0.123	-0.169	0.768
Si	-6.949	-3.812	-0.027	0.109	-0.187	0.735
Si	-3.85	-1.602	0.054	-0.2	0.321	0.7
Si	-0.947	1.184	-0.217	-0.275	0.144	0.72
Si	-4.411	4.522	-0.045	0.102	-0.189	0.761
Si	-1.556	7.154	0.191	0.043	-0.204	0.737
Si	-3.868	-7.035	0.134	-0.16	0.138	0.741
Si	-1.595	-3.847	0.177	0.196	-0.237	0.703
Si	2.754	-0.03	1.177	-0.016	0.028	-0.055
Si	5.423	2.779	1.408	0.003	-0.007	-0.02
Si	2.635	5.368	1.692	-0.02	-0.017	-0.037
Si	5.517	8.236	1.55	0.049	0.055	-0.037
Si	2.717	-5.614	1.337	-0.012	0.021	-0.076
Si	5.467	-2.81	1.368	0.015	-0.006	-0.064
Si	8.157	-0.042	1.206	-0.013	-0.014	-0.054
Si	-5.356	2.78	1.299	-0.025	0.031	-0.037
Si	8.027	5.444	1.419	0.035	-0.001	-0.013
Si	-5.528	8.126	1.309	0.009	-0.021	-0.051
Si	8.2	-5.39	1.318	-0.015	0.018	-0.045
Si	-5.431	-2.707	1.388	0.004	-0.005	-0.024
Si	-2.662	0.117	1.141	0.034	-0.003	-0.018
Si	0.057	2.758	1.228	0.003	-0.012	-0.061
Si	-2.77	5.505	1.326	-0.013	-0.019	-0.073
Si	0.046	8.116	1.595	-0.008	0.018	-0.034
Si	-2.743	-5.442	1.452	0.005	-0.012	-0.031
Si	0.021	-2.721	1.406	0.022	0.02	-0.058
Si	1.402	1.35	2.62	0.001	0.003	0.012
Si	4.102	4.031	2.901	0.002	0.005	0.001
Si	1.266	6.722	2.976	0.011	-0.014	0.019
Si	4.06	9.51	2.854	0	-0.014	0.022
Si	1.39	-4.146	2.671	0.025	-0.02	0.012
Si	4.088	-1.366	2.614	-0.005	0	-0.001
Si	6.823	1.334	2.625	0.003	-0.007	0.016
Si	9.479	4.046	2.673	0.026	0.032	0.024
Si	6.844	6.845	2.859	0.016	-0.004	0.004
Si	9.515	-6.786	2.688	-0.002	0.003	-0.001
Si	6.836	-4.099	2.76	-0.001	-0.027	0.043
Si	-6.803	-1.313	2.682	-0.014	0.003	0.017
Si	-3.994	1.409	2.622	-0.029	-0.05	-0.002
Si	-1.376	4.071	2.613	0.009	0.009	-0.017
Si	-4.134	6.821	2.727	0.002	0.019	0.035
Si	-1.318	-6.74	2.814	-0.025	0.008	0.017
Si	-4.126	-4.092	2.771	-0.008	-0.022	0.032
Si	-1.391	-1.294	2.649	0	0.031	0.028
Si	0.011	0.02	4.013	0.013	0.01	-0.019
Si	2.7	2.643	4.127	-0.017	-0.009	0.001
Si	-0.114	5.341	4.174	0.004	-0.027	0.032
Si	2.707	8.13	4.194	0.005	0	-0.028
Si	0.03	-5.39	4.138	-0.012	-0.005	0.005
Si	2.745	-2.734	4.005	0.008	-0.017	-0.002
Si	5.439	-0.008	4.002	0.009	0.01	0.002
Si	8.161	2.677	4.045	-0.007	0.016	0.006
Si	5.46	5.457	4.17	-0.018	-0.014	-0.007
Si	8.21	-8.115	4.145	-0.01	0.015	0.009
Si	5.451	-5.424	4.141	0.021	-0.01	-0.011
Si	8.181	-2.692	4.074	-0.004	-0.009	-0.008
Si	-5.403	0.048	3.997	0.002	0.014	-0.006
Si	-2.687	2.728	4.037	0.005	0.016	0.013
Si	-5.479	5.425	4.057	0.007	-0.03	-0.02
Si	-2.742	8.174	4.086	0.006	-0.012	-0.027
Si	-5.471	-5.454	4.105	0.003	0.006	0.015
Si	-2.732	-2.674	4.041	0	0.013	-0.008
Si	1.365	-1.389	16.325	-0.005	0.003	-0.009
Si	4.109	1.361	16.315	0	0.005	-0.004
Si	1.381	4.106	16.284	0.007	0.003	-0.008
Si	4.041	6.833	16.357	0.005	-0.006	0.006
Si	1.369	-6.808	16.356	-0.004	-0.002	-0.003
Si	4.065	-4.121	16.328	0.006	-0.006	-0.005
Si	6.828	-1.359	16.338	0	0.013	-0.007
Si	-6.805	1.349	16.293	0	0.013	-0.003
Si	6.784	4.084	16.272	0.003	-0.001	-0.006
Si	-6.811	6.815	16.284	-0.003	0	-0.016
Si	6.792	-6.782	16.338	0.003	0.003	-0.011
Si	-6.807	-4.055	16.365	0.01	0.004	-0.006
Si	-4.088	-1.39	16.302	-0.006	-0.003	-0.011
Si	-1.37	1.339	16.282	-0.009	-0.007	-0.012
Si	-4.065	4.081	16.299	-0.002	-0.007	-0.018
Si	-1.367	6.798	16.32	-0.003	0.001	0
Si	-4.057	9.541	16.301	0.009	0.012	-0.015
Si	-1.349	-4.132	16.368	0.001	-0.007	-0.004
Si	2.72	0.009	17.645	0.019	-0.013	0.012
Si	5.483	2.722	17.672	-0.002	0.008	0.006
Si	2.684	5.454	17.717	-0.015	0.011	0.032
Si	5.394	8.226	17.708	-0.009	0.02	-0.01
Si	2.716	-5.456	17.754	0.011	0.022	0.004
Si	5.457	-2.765	17.633	-0.012	-0.011	-0.002
Si	8.201	0.001	17.71	0.005	-0.004	0.018
Si	-5.451	2.726	17.62	0.002	-0.002	0.021
Si	8.107	5.475	17.609	0.01	0	0.007
Si	-5.419	8.17	17.609	-0.019	-0.007	-0.024
Si	8.157	-5.436	17.714	-0.009	0.003	0.012
Si	-5.446	-2.681	17.73	-0.001	0.003	0.005
Si	-2.711	-0.052	17.632	0.008	0.014	0.004
Si	0.004	2.732	17.576	-0.005	-0.007	-0.024
Si	-2.722	5.436	17.687	0.011	0.011	0.015
Si	-0.002	-8.18	17.689	0.009	0.001	-0.004
Si	-2.727	-5.478	17.75	-0.019	-0.02	0.026
Si	0.062	-2.8	17.705	0.011	-0.018	-0.008
Si	1.356	1.429	18.95	-0.001	0.003	-0.034
Si	4.124	4.1	19.001	0.01	-0.01	-0.031
Si	1.27	6.772	19.116	0.009	-0.001	-0.014
Si	4.062	-6.772	19.17	0.016	-0.028	-0.002
Si	1.375	-4.142	19.18	-0.013	-0.002	-0.001
Si	4.085	-1.406	18.936	-0.01	-0.002	-0.032
Si	6.877	1.398	19.055	0	0.028	-0.007
Si	-6.826	4.139	18.923	0.021	-0.011	-0.033
Si	6.759	6.839	18.987	0.008	0.005	-0.023
Si	-6.73	9.511	18.996	0.009	0.01	-0.021
Si	6.769	-4.085	19.076	0.004	0.002	-0.021
Si	9.541	-1.317	19.153	0.023	0.005	-0.007
Si	-4.118	1.298	18.936	-0.026	0.01	-0.043
Si	-1.319	4.043	18.983	0.019	-0.021	-0.01
Si	-4.117	6.821	19.004	-0.014	0.013	-0.029
Si	-1.361	-6.892	19.098	0.023	0.002	-0.023
Si	-4.088	-4.054	19.07	-0.007	0.006	-0.02
Si	-1.31	-1.412	18.969	-0.016	0.015	-0.026
Si	0.019	0.022	20.252	-0.001	0.004	0.044
Si	2.723	2.777	20.321	0	0.02	0.017
Si	-0.088	5.356	20.509	0.019	0.019	0.056
Si	2.686	8.106	20.462	-0.016	-0.028	0.076
Si	-0.036	-5.547	20.52	0.012	0.007	0.048
Si	2.784	-2.691	20.439	0.025	-0.004	0.051
Si	5.465	-0.045	20.24	0	-0.011	0.045
Si	8.257	2.814	20.387	-0.011	-0.007	0.058
Si	5.437	5.486	20.382	-0.022	-0.006	0.036
Si	8.188	8.16	20.288	-0.015	0.005	0.046
Si	5.408	-5.372	20.559	-0.023	0.006	0.037
Si	8.143	-2.72	20.441	-0.019	-0.004	0.063
Si	-5.406	0.09	20.508	-0.005	0.009	0.067
Si	-2.735	2.653	20.208	0.004	-0.008	0.047
Si	-5.539	5.51	20.321	-0.036	-0.007	0.047
Si	-2.713	-8.317	20.458	0.011	-0.012	0.041
Si	-5.427	-5.451	20.423	-0.009	0.004	0.05
Si	-2.658	-2.71	20.386	-0.008	-0.008	0.04
Si	1.643	-0.996	21.577	-0.105	-0.189	-0.756
Si	3.904	1.142	21.465	0.074	0.124	-0.768
Si	1.628	4.293	21.756	-0.16	-0.086	-0.73
Si	3.856	6.544	21.78	0.104	0.145	-0.697
Si	1.243	-7.023	21.87	-0.07	-0.024	-0.734
Si	4.377	-3.657	21.908	-0.142	-0.277	-0.772
Si	6.608	-1.466	21.711	0.132	0.063	-0.737
Si	-6.401	1.861	21.785	-0.036	-0.13	-0.748
Si	7.062	4.396	21.649	-0.064	-0.179	-0.766
Si	-7.086	6.643	21.737	0.204	0.048	-0.714
Si	7.065	-6.647	21.637	-0.283	-0.04	-0.703
Si	9.225	-4.377	21.711	0.217	0.138	-0.772
Si	-3.735	-1.091	21.682	-0.216	-0.077	-0.75
Si	-1.566	1.132	21.54	0.057	0.136	-0.787
Si	-4.164	4.013	21.423	-0.052	-0.041	-0.43
Si	-1.909	6.178	21.849	0.18	0.18	-0.762
Si	-3.755	-6.593	21.63	-0.214	-0.132	-0.749
Si	-1.58	-4.274	21.783	0.271	0.153	-0.684
Si	1.262	0.728	25.968	-0.011	-0.141	-0.068
Si	3.603	-0.741	25.932	0.112	-0.04	-0.028
Si	-1.375	-6.675	25.719	-0.004	0.017	-0.062
Si	3.125	-5.53	23.84	0.049	0.003	0.061
Si	1.48	-1.812	24.486	0.072	0.095	0.003
Si	7.897	0.548	23.871	0.006	0.021	-0.261
Si	5.614	2.572	23.727	0.112	-0.002	-0.148
Si	-3.536	4.424	-3.052	-0.07	0.067	0.11
Si	4.891	6.45	-3.06	-0.045	0.049	-0.016
Si	-5.438	-0.31	-2.298	0.02	-0.096	0.095
Si	-0.838	-6.646	-4.058	0.087	0.013	-0.034
Si	-2.208	-2.769	-4.896	-0.002	0.031	0.026
Si	1.198	5.311	26.034	0.018	0.056	-0.116
Si	-4.488	-1.535	24.631	0.019	-0.084	-0.21
Si	-4.316	-6.632	24.541	0.035	0.01	-0.097
Si	-6.092	7.37	24.645	-0.012	-0.002	-0.175
Si	-6.892	1.102	-6.086	0.029	0.134	-0.035
Si	-7.811	-7.966	-4.736	-0.067	0.03	0.036
Si	-3.662	6.994	-4.717	-0.046	-0.048	0.078
Si	1.995	5.463	-2.667	-0.032	-0.133	0.16
Si	6.663	2.131	-6.357	-0.022	0.163	-0.138
Si	-4.334	5.492	26.069	0.001	-0.035	0.027
Si	-2.076	-4.462	-2.584	-0.007	-0.062	0.166
Si	6.586	-5.818	-5.632	-0.156	-0.054	0.017
Si	7.886	3.086	-1.91	-0.079	0.113	0.019
Si	-0.079	2.703	23.876	0.039	-0.026	-0.207
Si	5.317	-1.362	-2.739	0.092	-0.025	0.074
Si	-4.907	-5.089	-2.057	-0.051	-0.025	0.246
Si	7.341	7.713	-2.001	0.131	-0.002	0.136
Si	4.166	-7.111	-4.485	0.027	-0.004	0.002
Si	-6.861	-1.533	-4.622	-0.117	-0.047	0.133
Si	0.783	3.66	-4.955	0.018	0	0.033
Si	-4.75	-3.042	-6.096	0.08	0.063	0.019
Si	-5.163	-6.833	-4.458	0.038	0.036	0
Si	-3.247	0.213	-4.42	-0.05	0.011	0.123
Si	3.264	3.712	-6.831	-0.056	-0.015	-0.067
Si	0.222	7.775	-2.066	-0.037	0.051	0.23
Si	4.178	1.016	-6.891	-0.059	-0.057	-0.037
Si	-6.367	3.607	-4.279	-0.016	0.04	0.15
Si	2.728	-2.852	-2.149	-0.004	-0.076	0.098
Si	-1.544	4.23	26.065	-0.05	-0.088	-0.033
Si	5.299	-7.849	23.803	0.014	-0.088	-0.083
Si	-1.547	8.119	-6.597	-0.056	-0.012	0.025
Si	3.859	4.156	25.825	-0.039	0.029	-0.04
Si	5.517	1.536	-2.741	-0.07	0.101	0.07
Si	-0.507	-3.926	24.697	-0.117	-0.02	-0.169
Si	-6.433	6.082	-6.065	0.056	0.042	0.045
Si	-6.022	-4.076	24.593	-0.055	-0.044	-0.111
Si	1.861	-5.086	-4.193	0.135	-0.06	-0.005
Si	-1.285	2.3	-3.234	0.042	0.018	0.205
Si	-0.133	7.323	24.064	0.05	0.035	-0.085
Si	6.527	-2.699	-5.086	-0.011	-0.041	-0.057
Si	5.447	3.984	-4.633	0.009	-0.062	0.035
Si	-6.37	0.23	25.896	-0.01	-0.044	0.042
Si	1.362	-1.371	5.371	0.003	0	-0.013
Si	4.09	1.304	5.44	0.02	-0.003	0.007
Si	1.329	4.015	5.472	-0.004	0.002	0.022
Si	4.084	6.788	5.524	0.007	-0.001	0.037
Si	1.354	9.535	5.496	0	0	0.008
Si	4.085	-4.043	5.448	-0.017	0.003	0.007
Si	6.793	-1.345	5.408	-0.004	0.011	0.004
Si	9.545	1.36	5.405	0.005	-0.016	0.013
Si	6.829	4.05	5.447	0.005	0.015	-0.002
Si	-6.776	6.799	5.465	0.009	0.005	0.001
Si	6.809	-6.788	5.485	-0.01	-0.013	0.02
Si	-6.81	-4.067	5.448	-0.007	-0.014	0.009
Si	-4.089	-1.329	5.403	-0.007	-0.01	-0.003
Si	-1.336	1.367	5.408	-0.001	0	0.01
Si	-4.085	4.073	5.4	-0.004	0	0.012
Si	-1.428	6.783	5.473	-0.008	0.002	0.008
Si	-4.091	-6.797	5.457	0.005	0.014	0.009
Si	-1.367	-4.022	5.431	0.002	0.004	0.013
Si	2.719	-0.044	6.785	0.009	0.003	0.003
Si	5.442	2.696	6.789	-0.011	0	0.002
Si	2.694	5.406	6.818	0.002	-0.003	0
Si	5.453	-8.154	6.844	0	-0.008	0.003
Si	2.729	-5.414	6.818	0.01	-0.002	-0.001
Si	5.445	-2.693	6.803	0.012	-0.001	0.004
Si	8.169	0.005	6.768	0.006	-0.006	0
Si	-5.433	2.721	6.782	0.014	0.003	-0.002
Si	-8.147	5.43	6.808	-0.002	-0.005	0.002
Si	-5.43	-8.163	6.829	0.013	-0.008	0
Si	-8.16	-5.418	6.828	-0.01	0.012	-0.003
Si	-5.433	-2.703	6.781	-0.002	0.009	0.002
Si	-2.714	0.013	6.767	0.004	0.001	0.003
Si	-0.015	2.684	6.838	0.024	-0.008	0
Si	-2.768	5.424	6.824	-0.01	0.006	-0.002
Si	-0.027	8.149	6.807	0.002	-0.009	0.002
Si	-2.718	-5.417	6.784	-0.009	0.005	-0.001
Si	0.01	-2.691	6.787	-0.016	0.007	-0.001
Si	1.367	1.323	8.163	-0.018	0.003	-0.002
Si	4.078	4.054	8.158	-0.002	-0.002	-0.003
Si	1.342	6.79	8.162	0.008	-0.006	-0.001
Si	4.084	-6.783	8.177	0.011	-0.003	0.001
Si	1.355	-4.061	8.161	0.007	0.004	-0.006
Si	4.076	-1.365	8.174	-0.007	-0.003	-0.002
Si	6.809	1.352	8.15	0.004	0.004	-0.009
Si	-6.786	4.076	8.163	0.012	0.011	-0.008
Si	6.812	6.789	8.176	-0.009	0.002	0.001
Si	-6.798	-6.794	8.171	-0.004	-0.003	-0.009
Si	6.794	-4.061	8.172	0.005	-0.011	0.005
Si	-6.801	-1.356	8.142	-0.011	-0.008	-0.002
Si	-4.072	1.361	8.143	-0.004	0.003	-0.007
Si	-1.378	4.069	8.168	0.003	-0.001	-0.01
Si	-4.094	6.794	8.195	0	-0.003	0.005
Si	-1.374	-6.791	8.156	-0.008	0	-0.009
Si	-4.08	-4.066	8.149	0.01	0.003	-0.002
Si	-1.358	-1.344	8.146	0.009	0.003	-0.002
Si	0.001	-0.013	9.532	0.008	0.002	0
Si	2.72	2.699	9.519	0.007	-0.009	-0.005
Si	-0.013	5.43	9.522	-0.014	0.004	0
Si	2.713	-8.16	9.51	0	0.006	-0.003
Si	-0.004	-5.434	9.511	0.002	-0.005	-0.005
Si	2.718	-2.722	9.535	0.012	-0.001	0.003
Si	5.443	0.002	9.519	0	0.001	-0.003
Si	-8.157	2.716	9.512	0	0.003	-0.008
Si	5.436	5.427	9.516	-0.003	0	0
Si	-8.157	-8.158	9.531	0.001	-0.007	-0.003
Si	5.441	-5.427	9.536	-0.004	0.006	-0.002
Si	-8.154	-2.709	9.519	-0.001	0.003	-0.005
Si	-5.436	0	9.502	0.002	-0.002	-0.008
Si	-2.726	2.709	9.53	-0.004	0.009	0.001
Si	-5.452	5.437	9.546	0.003	0.003	0.007
Si	-2.723	-8.154	9.526	-0.005	-0.016	-0.002
Si	-5.434	-5.43	9.518	0	0	-0.003
Si	-2.714	-2.714	9.506	0.006	0	0
Si	1.359	-1.368	10.898	-0.006	-0.001	0.002
Si	4.082	1.354	10.887	0	0.01	0
Si	1.355	4.067	10.873	0.006	0.001	-0.006
Si	4.073	-9.524	10.867	0.009	-0.002	-0.002
Si	1.359	-6.795	10.869	0	-0.006	0.001
Si	4.077	-4.079	10.897	-0.006	-0.006	0.005
Si	6.8	-1.36	10.879	0.002	-0.002	-0.002
Si	-6.798	1.354	10.867	0.006	0.005	-0.003
Si	-9.517	4.076	10.876	0	-0.003	-0.002
Si	-6.808	-9.515	10.902	-0.001	-0.004	0.007
Si	-9.518	-6.794	10.886	-0.005	0	0.001
Si	-6.797	-4.074	10.879	-0.009	-0.001	-0.001
Si	-4.077	-1.36	10.866	-0.004	0.002	-0.006
Si	-1.358	1.35	10.888	0.009	-0.003	0
Si	-4.081	4.075	10.887	-0.003	0.001	0.003
Si	-1.363	6.801	10.879	0.007	0.007	0.002
Si	-4.083	-6.795	10.884	0.007	-0.003	-0.001
Si	-1.363	-4.08	10.875	-0.006	0.005	-0.001
Si	2.728	-0.008	12.253	0.002	-0.002	0.003
Si	5.441	2.723	12.237	0.003	0	0.003
Si	2.71	5.44	12.228	-0.003	-0.002	0.002
Si	5.432	-8.163	12.229	-0.008	-0.002	-0.001
Si	2.714	-5.445	12.245	0.009	-0.002	0.002
Si	5.445	-2.718	12.246	0.006	0.006	-0.004
Si	8.164	-0.004	12.231	-0.007	0.003	-0.003
Si	-5.445	2.712	12.233	0.002	0.003	0.001
Si	-8.174	5.442	12.251	-0.01	0.001	0.009
Si	-5.445	-8.147	12.251	-0.002	-0.001	0.007
Si	-8.159	-5.429	12.244	0.009	-0.001	0.004
Si	-5.429	-2.719	12.234	0.011	0.003	-0.002
Si	-2.718	-0.016	12.242	-0.008	0.001	0.001
Si	0.007	2.709	12.244	-0.006	0.006	0.007
Si	-2.722	5.441	12.24	0	0	0.002
Si	0.002	8.165	12.226	0.004	0	-0.001
Si	-2.718	-5.441	12.242	-0.001	-0.006	0
Si	-0.003	-2.736	12.248	0.007	-0.009	0.002
Si	1.368	1.349	13.613	0.012	-0.006	0.003
Si	4.077	4.091	13.587	-0.001	0.011	0.003
Si	1.356	6.811	13.588	-0.003	0.007	0.004
Si	4.078	-6.807	13.596	0.003	-0.01	0.002
Si	1.355	-4.093	13.614	-0.011	-0.001	0.01
Si	4.091	-1.368	13.615	0.004	-0.002	0.003
Si	6.8	1.353	13.585	0.005	0.004	0.003
Si	-6.8	4.075	13.591	0.011	-0.015	0.002
Si	6.779	-9.513	13.606	0.001	0.002	0.006
Si	-6.802	-6.778	13.614	-0.015	0.01	0.006
Si	6.801	-4.073	13.612	-0.009	-0.002	0.003
Si	9.525	-1.365	13.589	-0.001	0.002	0
Si	-4.083	1.352	13.586	-0.004	0.006	-0.006
Si	-1.354	4.079	13.59	0.002	0.007	0.002
Si	-4.081	6.806	13.597	0.009	-0.002	0.007
Si	-1.348	9.517	13.594	0.005	-0.006	-0.001
Si	-4.077	-4.083	13.602	0.001	-0.006	0.003
Si	-1.368	-1.387	13.608	0.002	0.003	0.001
Si	0.002	-0.032	14.955	-0.009	-0.002	0.001
Si	2.742	2.723	14.954	0.004	0.005	-0.006
Si	-0.003	5.453	14.944	0.001	0.001	0.002
Si	2.709	8.168	14.961	0.008	0.007	0.003
Si	0.004	-5.462	14.981	0.006	-0.003	0.002
Si	2.727	-2.737	14.965	0.01	-0.011	-0.002
Si	5.463	-0.007	14.966	-0.006	0.001	-0.004
Si	8.154	2.713	14.938	-0.006	-0.002	-0.002
Si	5.4	5.465	14.97	-0.01	-0.005	0.005
Si	8.141	-8.139	14.953	0.002	-0.003	-0.001
Si	5.435	-5.449	14.956	-0.009	0.002	-0.004
Si	8.174	-2.714	14.966	0.001	-0.001	0.002
Si	-5.435	-0.01	14.946	0.007	0.003	0
Si	-2.721	2.714	14.934	0.007	0.003	0.001
Si	-5.44	5.439	14.948	-0.005	0.009	0.007
Si	-2.71	8.164	14.95	-0.003	0.003	0
Si	-5.445	-5.412	14.982	0	-0.008	-0.003
Si	-2.708	-2.762	14.985	-0.008	-0.004	0.003
O	5.928	-2.592	-3.592	-0.122	-0.517	0.239
O	6.746	1.591	24.333	-0.049	-0.109	0.327
O	8.138	5.51	22.19	0.187	0.214	0.281
O	-0.856	1.791	22.825	0.209	-0.076	0.259
O	6.624	-7.502	22.953	0.139	-0.136	0.104
O	0.594	-8.096	22.926	0.267	-0.46	-0.045
O	6.362	3.783	22.98	-0.162	0.2	0.499
O	-6.608	-3.767	23.13	-0.149	0.512	0.111
O	2.761	5.394	22.241	0.04	-0.075	0.449
O	2.15	-3.71	-3.39	-0.041	0.328	-0.429
O	-2.943	-6.697	25.364	-0.137	-0.033	0.144
O	2.917	-8.089	25.625	-0.223	-0.127	-0.824
O	-0.434	4.065	-5.958	-0.454	0.213	0.3
O	3.745	-1.67	-2.56	-0.199	0.516	-0.261
O	0.616	1.796	24.986	0.153	0.061	0.078
O	-3.077	5.042	22.174	-0.073	0.154	0.46
O	-2.2	3.615	-3.457	0.191	0.306	-0.216
O	3.539	-3.864	-1.196	0.183	0.045	-0.303
O	-4.545	-6.42	-1.212	-0.116	-0.299	-0.25
O	-8.124	-2.772	-0.529	-0.033	0.033	-0.518
O	0.441	-5.71	-3.785	0.045	-0.054	0.221
O	0.88	-7.301	-1.236	-0.224	0.553	-0.226
O	-0.985	-7.043	-5.613	0.301	0.247	-0.358
O	-1.147	-3.638	23.228	0.213	0.498	-0.028
O	5.43	0.086	-3.462	0.018	0.048	-0.551
O	-7.702	6.975	-1.314	0.186	-0.17	-0.24
O	-5.489	-2.676	25.173	-0.252	0.121	0.298
O	-1.383	6.609	23.326	-0.239	0.12	0.283
O	-7.329	7.108	25.636	-0.492	0.083	-0.313
O	-4.446	0.407	-3.357	-0.066	0.479	0.23
O	-6.175	-4.357	-1.368	-0.121	0.133	-0.447
O	-1.149	-4.514	-1.256	0.518	-0.103	-0.325
O	7.28	-0.618	22.933	0.21	0.122	0.172
O	-0.675	6.786	-1.137	-0.197	-0.52	-0.08
O	1.002	-1.481	22.983	-0.717	-0.146	0.215
O	-3.72	0.617	-5.918	-0.455	0.385	-0.076
O	-7.558	7.226	-5.857	-0.4	-0.053	-0.157
O	1.471	4.787	-4.035	0.023	0.361	-0.415
O	0.614	-0.948	-6.594	-0.012	-0.121	0.828
O	5.519	-2.544	22.302	0.036	0.181	0.147
O	2.772	2.785	-0.366	-0.093	-0.114	-0.331
O	-2.624	0.03	22.12	-0.016	-0.028	0.268
O	4.666	1.353	-1.379	-0.075	-0.037	-0.209
O	-2.599	-2.611	-0.204	-0.016	0.197	-0.119
O	-5.48	-7.545	25.175	-0.331	0.17	0.346
O	3.729	-4.111	23.348	-0.07	0.284	0.519
O	-5.193	-0.107	24.841	0.199	0.53	-0.188
O	6.809	4.207	-1.426	0.02	0.204	-0.382
O	-7.694	2.682	-0.54	-0.066	0.588	0.141
O	5.421	-1.987	-6.036	-0.245	0.334	0.356
O	2.966	7.773	-0.228	0.18	-0.029	-0.235
O	8.159	-5.541	22.136	0.009	0.004	0.322
O	-2.086	-5.841	-3.421	-0.542	-0.563	-0.128
O	0.999	-3.331	24.741	0.501	-0.474	0.368
O	5.435	-5.485	-0.418	0.06	-0.088	-0.37
O	3.838	-7.387	-6.047	-0.195	-0.558	0.027
O	4.599	3.199	24.79	-0.205	-0.269	-0.018
O	-3.692	4.184	-1.461	0.508	-0.295	-0.31
O	-7.221	1.332	23.096	0.255	0.144	0.479
O	4.698	1.712	22.744	-0.026	0.255	0.109
O	-3.889	-7.799	-4.209	0.392	0.12	0.28
O	-2.435	7.052	-5.763	0.25	-0.423	0.079
O	2.758	0.12	22.017	-0.109	0.147	0.299
O	4.354	-6.557	23.741	0.117	0.214	-0.012
O	1.429	6.958	-2.713	0.269	0.305	-0.053
O	5.995	-6.303	-7.085	0.261	-0.233	-0.541
O	-5.8	-2.702	-4.92	0.135	-0.21	0.475
O	0.063	-0.067	-0.55	0.071	-0.2	-0.376
O	-4.171	-7.251	23.055	-0.234	-0.635	0.094
O	-4.22	-1.795	23.065	-0.065	-0.403	0.12
O	6.779	-4.222	-5.563	-0.013	-0.098	0.032
O	3.607	5.582	-2.564	0.122	-0.162	0.041
O	-7.385	3.59	-3.016	0.089	0.219	-0.099
O	-6.57	7.372	23.102	0.24	0.345	0.137
O	5.774	-8.107	25.322	0.274	-0.083	-0.01
O	0.173	2.559	-3.917	0.379	-0.214	0.284
O	-1.5	-3.33	-3.573	0.498	0.213	0.027
O	4.98	5.538	-0.059	-0.09	-0.23	-0.382
O	1.533	-2.112	-1.35	-0.271	-0.206	-0.398
O	-2.682	-8.075	-0.31	-0.024	-0.004	-0.267
O	-0.565	-5.523	24.916	0.365	-0.197	-0.156
O	1.929	3.268	-6.04	0.019	-0.271	-0.056
O	-3.352	5.977	-3.492	0.147	0.452	0.014
O	5.003	2.855	-3.539	-0.541	-0.025	0.278
O	7.218	-7.176	-1.26	0.146	0.164	-0.403
O	-6.326	2.226	-5.093	0.466	-0.24	0.15
O	5.742	5.435	-3.995	0.295	0.228	-0.01
O	-2.746	5.28	25.857	0.342	0.347	0.082
O	-1.243	-3.21	25.929	0.041	-0.113	0.435
O	7.508	7.844	-3.593	-0.222	-0.154	-0.318
O	-5.205	-5.493	-3.581	-0.045	0.274	-0.384
O	-1.223	1.923	-1.652	-0.149	0.127	-0.175
O	-4.971	6.208	24.78	0.316	-0.373	-0.477
O	-2.797	-1.329	-4.49	0.028	-0.081	-0.001
O	1.759	-4.771	-5.775	-0.151	0.396	-0.051
O	-4.989	6.511	-5.488	0.069	-0.094	-0.045
O	6.151	-1.269	-1.349	-0.056	0.312	-0.128
O	-4.556	-1.311	-1.39	-0.226	-0.452	-0.271
O	2.216	4.029	25.82	-0.238	-0.528	-0.13
O	4.269	4.213	-5.695	-0.089	0.393	0.047
O	-6.646	-1.076	-3.073	-0.244	-0.234	0.553
O	2.45	-5.594	25.314	-0.103	0.142	0.287
O	-5.222	2.965	22.217	0.028	0.083	0.29
O	-6.873	4.757	-5.28	-0.22	0.07	0.01
O	6.76	3.487	-5.469	0.414	0.251	0.309
O	0.866	6.192	24.687	0.089	-0.225	-0.326
O	-7.126	-4.655	25.618	-0.611	-0.346	-0.265
O	5.549	-6.26	-4.461	0.148	0.308	0.599
O	1.394	4.68	-1.38	-0.342	-0.25	-0.274
O	2.852	0.398	-6.204	-0.04	-0.01	0.7
O	2	-5.894	22.754	-0.383	0.563	-0.262
O	1.027	3.589	23.1	0.348	0.172	0.423
O	0.761	-0.761	25.509	-0.74	-0.262	0.225
O	5.902	6.969	-1.892	-0.198	-0.078	0.364
O	7.829	1.117	-5.997	0.013	-0.379	0.039
O	-6.433	-7.691	-3.969	0.109	0.011	0.384
O	-3.599	-4.145	-2.12	0.029	0.347	0.001
O	-5.647	5.527	-0.453	0.093	0.087	-0.455
O	-2.706	-5.419	22.091	-0.195	-0.194	0.254
O	4.036	5.734	25.441	0.221	0.213	-0.598
O	-6.407	-0.331	-5.582	0.538	-0.073	-0.062
O	7.095	1.79	-2.458	0.376	-0.449	-0.246
O	-5.315	-6.458	-6.02	0.187	-0.324	-0.032
O	5.296	1.439	-5.833	0.171	-0.398	0.735
O	-5.485	-4.047	-7.097	-0.132	0.192	-0.428
O	-4.778	-5.094	24.477	0.372	-0.013	0.202
O	4.317	7.782	-3.772	-0.071	-0.097	-0.136
O	7.972	-6.597	-5.4	0.355	0.234	-0.202
O	-3.448	-3.7	-5.379	0.016	-0.517	0.115
O	3.099	-1.628	24.67	0.51	-0.552	-0.212
O	-1.166	-2.725	-6.123	0.239	-0.361	0.08
O	-7.793	-0.112	25.205	-0.227	-0.206	0.593
O	-1.17	3.627	24.621	-0.249	0.013	-0.384
O	-0.715	-8.082	25.259	0.021	-0.055	-0.001
O	-4.86	3.857	-3.771	-0.109	-0.077	-0.333
O	-3.155	-1.576	25.508	0.029	0.166	-0.027
O	4.543	7.214	23.107	-0.098	-0.009	0.333
O	-6.072	0.806	-1.324	0.223	0.071	-0.18
O	-4.255	-1.776	-6.972	-0.253	-0.043	-0.19
O	2.885	0.718	25.819	0.443	0.635	-0.342
O	7.962	-1.957	-5.019	-0.028	0.096	0.032
O	-0.719	-8.022	-3.243	-0.632	-0.116	-0.013
O	3.002	-6.191	-3.847	-0.049	-0.237	0.289
O	-1.962	1.064	-4.001	0.162	-0.274	-0.111

Results
total energy: -101653.620 eV
total energy less fixed offsets of O -438.25, Si -107.07 eV per atom: -0.420 eV
